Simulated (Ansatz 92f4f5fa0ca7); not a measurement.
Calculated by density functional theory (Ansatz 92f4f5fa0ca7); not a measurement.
Periodic cell of 224 atoms, Si133O90H1, from a study of silicon, its oxide and their interface. The atomic structure is a simulated model.
This geometry differs little from another in the collection (a relaxation step or a small displacement).

Settings: functional PBE; potential files Ansatz PAW; basis plane waves; wave-function cutoff 700 eV; density cutoff ratio 5; exchange-correlation grid ratio 1; k mesh 2 x 2 x 1, shifted by 0.5 0.5 0.5 of a step; self-consistency stop 5e-08 eV per atom in the density residual; occupations fixed; spin none; net charge +1 e, with a uniform compensating background and no finite-size correction.

Cell vectors (angstrom)
a 10.938 0 0
b 0 10.938 0
c 0 0 32.3356

Atoms: element, x, y, z (angstrom)
Si 0.1746 -0.1617 24.9284
Si 5.3668 0.1445 24.8085
Si 3.0932 2.3783 24.8278
Si 8.0318 3.0328 24.8675
Si -0.238 5.8094 24.7165
Si 5.7919 5.2411 25.0595
Si 2.44 8.5571 24.8607
Si 8.4948 8.0946 24.9114
Si 1.4223 1.3844 26.1816
Si 6.9006 1.3681 26.1378
Si 4.1306 4.0428 26.1836
Si 9.6403 4.1768 26.1297
Si 1.378 6.8588 26.1138
Si 6.9307 6.8821 26.2507
Si 4.1314 9.5773 26.1585
Si 9.6249 9.5905 26.2903
Si 2.7551 -0.0095 27.5621
Si 8.205 0.0087 27.5613
Si 0.0187 2.7534 27.5147
Si 5.4978 2.691 27.5591
Si 2.736 5.456 27.5009
Si 8.2581 5.4683 27.5792
Si 0.0348 8.1697 27.5843
Si 5.47 8.2003 27.546
Si 4.1018 1.3673 28.9174
Si 9.5708 1.3673 28.9174
Si 1.3673 4.1018 28.9174
Si 6.8362 4.1018 28.9174
Si 4.1018 6.8362 28.9174
Si 9.5708 6.8362 28.9174
Si 1.3673 9.5708 28.9174
Si 6.8362 9.5708 28.9174
Si 0 0 30.2846
Si 5.469 0 30.2846
Si 2.7345 2.7345 30.2846
Si 8.2035 2.7345 30.2846
Si 0 5.469 30.2846
Si 5.469 5.469 30.2846
Si 2.7345 8.2035 30.2846
Si 8.2035 8.2035 30.2846
Si 1.3673 1.3673 31.6519
Si 6.8362 1.3673 31.6519
Si 4.1018 4.1018 31.6519
Si 9.5708 4.1018 31.6519
Si 1.3673 6.8362 31.6519
Si 6.8362 6.8362 31.6519
Si 4.1018 9.5708 31.6519
Si 9.5708 9.5708 31.6519
Si 2.7345 0 0.6835
Si 8.2035 0 0.6835
Si 0 2.7345 0.6835
Si 5.469 2.7345 0.6835
Si 2.7345 5.469 0.6835
Si 8.2035 5.469 0.6835
Si 0 8.2035 0.6835
Si 5.469 8.2035 0.6835
Si 4.1018 1.3673 2.0507
Si 9.5708 1.3673 2.0507
Si 1.3673 4.1018 2.0507
Si 6.8362 4.1018 2.0507
Si 4.1018 6.8362 2.0507
Si 9.5708 6.8362 2.0507
Si 1.3673 9.5708 2.0507
Si 6.8362 9.5708 2.0507
Si 0 0 3.418
Si 5.469 0 3.418
Si 2.7345 2.7345 3.418
Si 8.2035 2.7345 3.418
Si 0 5.469 3.418
Si 5.469 5.469 3.418
Si 2.7345 8.2035 3.418
Si 8.2035 8.2035 3.418
Si 1.2901 1.3929 4.7049
Si 6.82 1.3657 4.8025
Si 4.0849 4.0968 4.8166
Si 9.5085 4.1506 4.7683
Si 1.3581 6.8465 4.8335
Si 6.7649 6.9231 4.7758
Si 4.1107 9.5726 4.7986
Si 9.6661 9.4849 4.7657
Si 2.7167 0.0727 6.0331
Si 8.2089 -0.1317 5.994
Si -0.1653 2.6571 6.0584
Si 5.4677 2.731 6.239
Si 2.6578 5.4484 6.2029
Si 8.1426 5.5661 6.0947
Si 0.0227 8.1429 6.3407
Si 5.4276 8.2602 6.2763
Si 3.7381 1.6341 7.4334
Si 9.6298 1.0409 7.3976
Si 1.4063 3.7573 7.3254
Si 6.549 4.4765 7.411
Si 4.222 6.6573 7.5238
Si 9.2636 6.9838 7.6159
Si 1.151 9.9861 7.4192
Si 7.1531 9.373 7.5051
O 9.5349 6.9286 24.3958
O 4.2353 1.2682 24.4028
O 8.1956 8.191 8.1035
O 2.6374 2.786 7.8415
O 6.8618 4.129 24.4464
O 1.2913 9.6676 24.433
O 3.6501 7.3017 8.9643
O -0.025 0.0911 7.8719
O 5.3841 5.548 7.8999
O 6.7785 10.4067 8.7656
O 9.6689 6.0262 8.9245
O 1.8998 9.9954 9.2275
O 3.9237 0.846 8.9093
O 0.4278 3.9654 8.6425
O 8.8269 1.2727 8.8362
O 0.1881 10.3067 11.3191
O 8.0754 8.9269 23.5533
O 8.7137 2.5006 23.4672
O 5.0672 6.1149 23.875
O 2.5103 2.8213 23.3744
O 10.3563 0.4071 23.5794
O 0.263 5.3551 23.2117
O 2.9938 8.0474 23.4127
O 5.9504 10.4739 23.382
Si 9.8327 1.6422 22.6474
Si 2.8629 7.7019 21.8324
Si 4.745 10.0788 15.4501
Si 9.7153 -0.0108 17.6212
Si 4.2471 0.3132 12.7332
Si 4.6106 5.1802 11.6268
Si 7.5504 0.6326 9.6483
Si 1.7384 2.8647 21.9525
Si 6.0486 2.6278 19.2252
Si 6.0462 7.6474 18.4005
Si 6.7043 3.483 10.2281
Si 3.2332 12.6025 19.497
Si 2.5732 6.8437 10.1144
Si 5.3574 15.081 14.3432
Si 10.8294 -2.8458 17.5615
Si 13.3372 -1.7549 16.9351
Si 7.9992 11.3813 20.3477
Si 2.877 11.2603 10.0079
Si 6.6407 7.256 12.7282
Si 9.7195 6.0385 19.4886
Si -4.0656 -1.5447 22.5562
Si 5.9941 6.5737 15.6547
Si 12.3775 12.1601 16.8613
Si 7.2016 10.3625 12.3546
Si 10.9775 5.2539 9.545
Si 5.3728 6.5564 22.3477
Si 6.9019 5.4463 20.2364
Si 1.9238 2.026 13.8477
Si 5.7241 1.7997 16.1804
Si 0.8741 9.1821 10.3838
Si 0.5675 0.9238 11.6803
Si -2.875 4.6523 12.8178
Si 0.815 5.5384 21.6738
Si 3.8569 -1.3928 19.5737
Si 19.4311 6.6922 17.1324
Si 7.647 10.7546 15.241
Si -0.1567 3.6227 12.2804
O 10.6525 7.2958 18.989
O 1.7355 1.3415 10.5687
O 18.4705 6.0975 15.9775
O 1.7688 13.028 15.4758
O 8.8669 10.5327 16.2722
O 0.162 2.5542 22.2146
O 1.9406 8.113 10.9828
O -5.7138 4.098 10.5623
O 6.7075 1.3936 20.0589
O 12.247 -2.9534 16.7492
O 5.3879 7.3312 16.9449
O -0.5197 13.079 11.6065
O 6.022 7.3797 14.2317
O 1.0436 11.7169 13.2339
O 7.1001 12.2725 15.439
O 5.5643 6.5013 11.7512
O 4.1317 10.1747 13.9343
O 9.1358 1.1215 21.2839
O -0.3185 9.6384 17.9948
O 5.8697 6.3361 19.3369
O 6.1393 2.4267 17.6043
O -0.2826 5.2028 20.5075
O 7.655 7.7968 18.0637
O 7.2842 4.029 8.8097
O 16.8068 0.4059 12.4645
O 1.9412 4.3923 21.426
O 9.1173 5.462 18.0499
O 1.2979 6.2634 9.311
O -2.8039 -0.3852 13.687
O 9.7309 7.5259 16.4881
O 6.5575 1.8621 10.0572
O 7.9888 6.3003 12.713
O -4.0205 3.9461 19.6197
O 10.7711 1.2227 17.2815
O 3.9836 11.1572 19.5815
O 5.3126 8.9253 19.102
O 8.0449 -0.097 11.033
O 15.3858 2.7661 19.5523
O 6.8802 -2.1746 12.1582
O 5.0432 5.2915 15.4399
O -0.3579 8.4992 9.5846
O 3.6152 -0.2922 11.3188
O 6.3389 5.397 21.7541
O 1.2381 3.3851 13.1525
O 7.4491 -0.8824 21.1665
O 3.9743 6.5561 21.5216
O 15.9228 2.7978 15.141
O 6.9285 4.1422 13.8745
O 13.655 9.1145 18.5162
O 3.4334 12.6166 13.2007
O 6.0176 8.0537 22.2013
O 4.6696 -10.3941 16.3084
O 3.2699 9.0434 21.0043
O 7.7595 3.9367 11.3754
O 17.2985 -1.2017 15.4816
O 2.3311 1.7905 18.119
O 3.1638 5.7167 11.1118
O 4.4053 4.409 13.0457
O -0.0528 4.7669 11.1001
O 12.7651 -0.3068 16.4669
O 8.3418 6.2165 20.3555
O 1.4053 7.0558 21.4782
O 8.6988 11.1613 18.8761
O 25.6325 -1.9724 16.0768
O 2.2979 1.8415 20.8177
O -1.3786 4.1433 13.2438
H -1.2284 8.9095 9.7362

Results
free energy: -135771.766 eV
free energy less fixed offsets of H -17.10, O -569.03, Si -635.61 eV per atom: -5.836 eV

Forces (eV/angstrom), in the order of the atoms: element, x, y, z
Si 0.0063 -0.0275 -0.0345
Si -0.012 0.0071 -0.0253
Si 0.0218 -0.0227 -0.04
Si -0.0176 0.0141 -0.0331
Si -0.024 0.0208 -0.0331
Si 0.0069 -0.019 -0.029
Si -0.0236 0.02 -0.0365
Si 0.0219 -0.0125 -0.0262
Si -0.0163 -0.0062 0.0138
Si -0.0022 -0.0101 0.0005
Si -0.0141 -0.0083 0.0061
Si 0.0026 0.0016 0.0054
Si -0.0127 -0.0084 0.0175
Si 0.0094 0.0105 -0.0004
Si -0.0038 -0.0065 0.0042
Si -0.0107 0.0045 0.0052
Si 0.0015 -0.0071 -0.011
Si -0.0063 0.0109 0.0039
Si 0.0049 0.0038 0.0044
Si -0.0018 0.001 -0.0086
Si 0.0005 -0.0006 0.0017
Si 0.0071 -0.0083 -0.01
Si 0.0089 -0.0066 -0.0168
Si -0.0013 0.0021 0.0038
Si 0.0876 -0.1016 0.1821
Si 0.1053 0.2021 -0.1748
Si 0.0158 0.1191 -0.1806
Si 0.1287 -0.0557 -0.0486
Si -0.0849 -0.114 -0.2405
Si 0.2319 -0.0307 0.4327
Si 0.2032 -0.0614 0.1554
Si -0.1162 0.0868 -0.024
Si 0.0229 0.0208 -0.0352
Si -0.0293 -0.0051 0.0213
Si 0.043 0.0319 -0.0492
Si 0.0256 0.0545 0.0079
Si 0.0097 0.0716 0.0257
Si -0.0153 -0.007 -0.0419
Si -0.0286 0.036 0.0178
Si 0.027 -0.0038 -0.0315
Si 0.0086 -0.0111 0.0003
Si 0.0218 -0.0368 -0.0092
Si -0.0175 -0.0212 0.0086
Si -0.0115 -0.0208 -0.007
Si 0.0031 -0.0678 -0.0036
Si 0.0063 0.0042 0.0041
Si 0.0512 0.0153 -0.0004
Si -0.0186 0.0171 0.0096
Si 0.0121 -0.0453 -0.016
Si -0.0621 0.0593 -0.0152
Si -0.0202 0.0275 0.017
Si -0.0108 0.0473 0.0044
Si -0.0303 0.0716 -0.0141
Si 0.0512 -0.0183 -0.0149
Si 0.0454 -0.0173 0
Si -0.0243 -0.0064 0.0234
Si -0.0396 -0.0588 0.0024
Si -0.0608 -0.1106 0.0284
Si 0.0809 0.0107 0.0121
Si -0.0032 -0.0414 0.0101
Si -0.0379 -0.1262 0.0267
Si -0.1081 -0.0677 -0.0256
Si -0.0233 0.0993 -0.0345
Si 0.1489 0.1018 0.0154
Si -0.0249 -0.4715 -0.5785
Si -0.0508 0.0956 0.0442
Si 0.0082 0.1938 -0.1007
Si -0.274 0.0483 0.0198
Si -0.0236 0.1768 0.1705
Si -0.1965 0.0371 0.1491
Si -0.06 -0.0402 0.2689
Si 0.089 -0.0674 -0.1439
Si 0.019 -0.0047 0.0302
Si -0.0205 0.0113 0.0183
Si -0.0106 0.0081 0.0091
Si 0.0034 -0.0059 0.011
Si -0.0151 0.006 -0.0208
Si 0.0029 -0.0051 0.0057
Si 0.0123 -0.0151 0.0067
Si 0.0114 -0.0158 0.0111
Si 0.0352 -0.0007 -0.0033
Si -0.0036 0.0379 -0.0138
Si -0.0146 -0.0159 -0.0154
Si 0.0008 0.0009 -0.0403
Si -0.0043 0.0101 0.0087
Si 0.0182 -0.0096 0.0085
Si -0.0183 0.0021 -0.0336
Si 0.0233 0.0155 -0.0194
Si -0.055 -0.0028 0.0384
Si 0.0163 -0.018 0.0401
Si 0.0244 -0.017 0.0329
Si 0.0014 0.0444 0.0423
Si 0.0121 -0.0192 0.0359
Si -0.047 -0.0189 0.0299
Si -0.0288 0.0475 0.0085
Si 0.0428 0.0104 0.0506
O 0.006 0.0038 -0.0277
O 0.0055 0.0044 -0.0215
O -0.0105 -0.0084 0.0096
O -0.0104 -0.0024 0.0271
O 0.0071 -0.0004 -0.0261
O -0.0002 0.0088 -0.0277
O -0.0052 -0.0225 -0.0037
O 0.0143 -0.0111 0.0114
O -0.0106 0.0018 0.027
O 0.0164 -0.0094 -0.0068
O 0.0136 0.0161 -0.0087
O 0.0015 0.0123 0.0465
O -0.004 0.0007 0.0012
O 0.0098 0.0218 0.0039
O -0.0108 -0.0116 -0.0151
O 0.0212 0.0002 -0.0212
O -0.0218 -0.0161 0.0048
O 0.0043 -0.0079 0.0059
O 0.0159 -0.0099 -0.007
O -0.0008 -0.0066 0.0129
O 0.0082 0.016 0.0066
O 0.0033 0.0182 0.0043
O -0.0134 0.0014 -0.0064
O 0.0056 -0.0065 0.0071
Si -0.0022 0.0032 0.0035
Si -0.0014 0.0027 0.0008
Si -0.0052 -0.0042 0.0032
Si -0.0011 0.0029 0.0032
Si -0.0016 0.0005 0.0003
Si -0.0076 -0.0022 -0.0049
Si -0.0026 0.0022 0.0063
Si -0.0043 -0.0008 -0.0033
Si -0.0004 0.0012 0.0016
Si -0.0033 0.0017 0.0019
Si -0.0054 -0.0032 -0.0021
Si -0.0003 0.0004 0.0011
Si -0.0085 -0.0056 0.0001
Si -0.0075 -0.001 0.004
Si 0.0025 -0.0013 0.001
Si -0.0016 -0.0054 -0.001
Si -0.0007 -0.0039 0.0003
Si -0.0057 -0.0023 -0.0055
Si 0.0024 0.0022 -0.0031
Si -0.0007 -0.0018 0.0033
Si -0.0006 -0.0027 -0.0014
Si -0.0032 0.0002 0.0027
Si -0.0029 0.0065 0.0002
Si 0.0068 0.0008 -0.0008
Si 0.0135 -0.0007 -0.0014
Si 0.0007 -0.0047 0.0069
Si -0.0001 -0.0025 0.0082
Si 0.0007 0.0043 0.003
Si -0.0014 0.0034 0.0023
Si -0.0039 -0.0078 -0.0018
Si -0.0051 0.0023 0.0016
Si 0.0059 0.0003 0.0011
Si 0 0.002 -0.0058
Si 0.0017 0.0018 0.0078
Si 0.0024 -0.0021 0.0004
Si 0.0054 -0.0031 0.0004
Si -0.0007 0.0023 -0.0001
O -0.0138 -0.0059 -0.0204
O 0.0013 -0.0326 0.0082
O -0.0192 0.0282 0.0228
O -0.0079 -0.0147 -0.0059
O -0.0049 0.0118 0.0089
O 0.013 -0.0118 0.0002
O -0.0019 -0.0034 -0.0211
O 0.0271 0.0105 0.0204
O 0.0072 0.0065 -0.0094
O -0.008 0.0244 0.0056
O 0.0236 -0.0132 0.0171
O 0.026 0.0188 0.0221
O 0.0185 -0.0124 -0.008
O -0.0034 0.0304 -0.0031
O -0.0177 -0.0277 0.0062
O 0.0026 -0.0127 0.0185
O 0.0096 0.0255 -0.0058
O -0.011 -0.0036 0.0083
O -0.0058 0.0017 -0.0167
O 0.0272 0.0072 -0.0056
O -0.0087 -0.0088 0.002
O 0.0137 0.0116 0.0135
O -0.0005 -0.0276 -0.0162
O -0.0225 -0.0055 0.0013
O 0.0114 -0.0159 -0.0011
O -0.0197 -0.0101 0.0159
O -0.0095 0.0306 -0.0167
O -0.0016 -0.0021 0.0316
O -0.0362 0.0006 0.0024
O -0.0076 -0.0093 0.0398
O 0.0268 0.006 -0.0055
O -0.0296 -0.0201 0.0081
O -0.0155 0.0049 0.0005
O 0.0137 -0.0274 -0.0026
O -0.0237 -0.0043 -0.0024
O -0.0118 -0.0141 -0.001
O -0.0262 0.0085 -0.0011
O 0.0051 -0.0171 -0.0019
O 0.0001 0.0038 0.0153
O 0.0239 0.0048 -0.0195
O -0.0219 0.0278 0.0384
O 0.0016 0.0212 0.0018
O -0.0117 0.0208 -0.0219
O -0.0179 -0.0217 -0.0032
O -0.0064 0.0065 0.0183
O 0.0061 0.0242 0.0177
O 0.0137 -0.0002 -0.0049
O -0.0156 0.0061 -0.0188
O 0.0207 0.0157 -0.0177
O -0.0034 -0.0274 -0.0039
O -0.0008 -0.0009 0.0075
O 0.0198 -0.0055 -0.0132
O 0.0063 -0.0181 0.0038
O -0.0185 0.0037 0.0099
O 0.0081 0.0269 -0.0182
O 0.0014 -0.018 0.0009
O 0.0133 0.0155 -0.0129
O 0.0312 0.0157 -0.0017
O -0.0025 -0.0105 -0.0103
O -0.006 0.0019 0.0213
O -0.0237 -0.0094 0.0003
O 0.0102 -0.0232 0.0207
O 0.0042 -0.0004 -0.004
O -0.0125 0.0203 0.0196
O 0.0064 0.0164 -0.0027
O -0.0032 -0.0041 -0.0182
H 0.0402 -0.0184 -0.0159

The program warned: the cutoff lies below the one the program advises for these potential files; the exchange-correlation potential is rough where the density is thin.
